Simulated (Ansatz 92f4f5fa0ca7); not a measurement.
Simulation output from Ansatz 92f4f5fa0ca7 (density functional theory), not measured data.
Periodic cell of 213 atoms, Si132O80H1, from a study of silicon, its oxide and their interface. The atomic structure is a simulated model.
Doubt: the cutoff is far below the 930 eV that the study's wrapper takes by default for these files, so forces and energies are approximate.
This geometry differs little from another in the collection (a relaxation step or a small displacement).

Settings
functional: PBE
potential files: Ansatz PAW
basis: plane waves
wave-function cutoff: 580 eV
density cutoff ratio: 5
exchange-correlation grid ratio: 1
k mesh: 1 x 1 x 1, Gamma-centred
self-consistency stop: 5e-08 eV per atom in the density residual
occupations: fixed
spin: none
net charge: +1 e, with a uniform compensating background and no finite-size correction

Cell vectors (angstrom)
a, 10.938, 0, 0
b, 0, 10.938, 0
c, 0, 0, 31.6609

Atoms and the computed forces on them: element, x, y, z (angstrom), force x, y, z (eV/angstrom)
Si, -0.552, 0.5958, 24.1596, 0.0021, 0.0056, -0.0002
Si, 6.1588, -0.5271, 24.0518, 0.0036, 0.0012, 0.0024
Si, 2.3439, 3.2043, 24.4724, -0.002, -0.002, -0.0009
Si, 8.6479, 2.4093, 24.3643, -0.0023, -0.0043, 0.0015
Si, 0.5244, 4.8591, 24.2498, 0.0032, -0.0043, 0.001
Si, 5.1601, 5.7167, 24.3435, -0.0013, -0.0001, 0.0022
Si, 3.3286, 7.5142, 24.2025, 0.0032, -0.0005, 0.0025
Si, 7.7761, 8.6213, 24.2961, 0.0012, 0.0029, 0.0026
Si, 1.3145, 1.3501, 25.467, 0.0042, -0.0007, 0.0044
Si, 6.8851, 1.2882, 25.4578, 0.0015, 0.0024, 0.0035
Si, 4.0781, 4.144, 25.7154, 0.0037, 0.0012, 0.0036
Si, 9.6984, 4.0644, 25.6193, 0.0026, 0.004, 0.0037
Si, 1.4416, 6.748, 25.4419, -0.0018, 0.0013, 0.0071
Si, 6.8358, 6.8547, 25.5539, 0.0012, -0.0004, 0.0038
Si, 4.2153, 9.497, 25.2533, -0.0004, 0.0014, 0.0032
Si, 9.5752, 9.6455, 25.4322, 0.0013, -0.0026, 0.0051
Si, 2.7771, -0.0637, 26.7368, -0.0026, 0, 0.001
Si, 8.2223, -0.0184, 26.9069, -0.0006, -0.0003, -0.0016
Si, 0.0588, 2.681, 26.9659, -0.0003, -0.0019, -0.0009
Si, 5.5054, 2.6779, 26.8553, -0.0012, 0, 0.0012
Si, 2.7011, 5.4989, 26.989, -0.0021, -0.0013, -0.0042
Si, 8.2361, 5.4629, 26.8598, -0.001, -0.0028, 0.0017
Si, 0.028, 8.2025, 26.7718, 0.0016, 0.0011, 0.0002
Si, 5.4578, 8.2256, 26.8799, -0.0007, -0.0003, -0.0014
Si, 4.1018, 1.3673, 28.2427, -0.0813, -0.3693, -0.5506
Si, 9.5708, 1.3673, 28.2427, -0.0668, -0.1335, 0.4789
Si, 1.3673, 4.1018, 28.2427, 0.0487, -0.1602, 0.8423
Si, 6.8362, 4.1018, 28.2427, 0.1743, -0.1973, -0.2919
Si, 4.1018, 6.8362, 28.2427, -0.019, 0.4797, 0.456
Si, 9.5708, 6.8362, 28.2427, 0.2393, 0.235, -0.4236
Si, 1.3673, 9.5708, 28.2427, 0.2347, -0.1551, -0.7303
Si, 6.8362, 9.5708, 28.2427, -0.0509, -0.0092, 0.2044
Si, 0, 0, 29.6099, -0.0826, 0.0771, -0.0179
Si, 5.469, 0, 29.6099, -0.0027, -0.0516, 0.0394
Si, 2.7345, 2.7345, 29.6099, -0.0848, 0.1047, 0.0125
Si, 8.2035, 2.7345, 29.6099, 0.0495, 0.0024, 0.0369
Si, 0, 5.469, 29.6099, -0.0041, -0.0577, 0.0396
Si, 5.469, 5.469, 29.6099, -0.0306, 0.0519, -0.0364
Si, 2.7345, 8.2035, 29.6099, 0.0997, 0.0152, 0.0504
Si, 8.2035, 8.2035, 29.6099, -0.0463, 0.0463, -0.0067
Si, 1.3673, 1.3673, 30.9772, 0.0487, -0.0508, 0.0008
Si, 6.8362, 1.3673, 30.9772, -0.0062, 0.0714, -0.0328
Si, 4.1018, 4.1018, 30.9772, 0.0326, -0.1064, 0
Si, 9.5708, 4.1018, 30.9772, -0.0313, 0.011, -0.0266
Si, 1.3673, 6.8362, 30.9772, 0.0125, 0.036, -0.0359
Si, 6.8362, 6.8362, 30.9772, 0.0426, -0.0507, 0.0061
Si, 4.1018, 9.5708, 30.9772, -0.0826, -0.0286, -0.0093
Si, 9.5708, 9.5708, 30.9772, 0.088, -0.0272, 0
Si, 2.7345, 0, 0.6835, 0.0312, 0.0235, 0.0396
Si, 8.2035, 0, 0.6835, -0.047, 0.014, 0.0217
Si, 0, 2.7345, 0.6835, -0.0506, 0.0712, -0.0284
Si, 5.469, 2.7345, 0.6835, 0.0572, -0.0393, 0.0241
Si, 2.7345, 5.469, 0.6835, -0.0402, 0.0358, 0.0273
Si, 8.2035, 5.469, 0.6835, 0.0209, -0.0267, 0.0451
Si, 0, 8.2035, 0.6835, -0.0368, -0.0312, 0.0202
Si, 5.469, 8.2035, 0.6835, -0.054, 0.1167, -0.0265
Si, 4.1018, 1.3673, 2.0507, -0.024, 0.1131, -0.0517
Si, 9.5708, 1.3673, 2.0507, 0.2127, 0.069, 0.0039
Si, 1.3673, 4.1018, 2.0507, -0.0746, -0.2112, 0.0134
Si, 6.8362, 4.1018, 2.0507, -0.0472, -0.0569, -0.037
Si, 4.1018, 6.8362, 2.0507, 0.0606, -0.0226, 0.0248
Si, 9.5708, 6.8362, 2.0507, 0.0396, 0.0919, -0.0081
Si, 1.3673, 9.5708, 2.0507, 0.0032, -0.01, -0.0333
Si, 6.8362, 9.5708, 2.0507, -0.0787, -0.2078, -0.0176
Si, 0, 0, 3.418, -0.2015, 0.0764, -0.3816
Si, 5.469, 0, 3.418, 0.0382, -0.1179, 0.4953
Si, 2.7345, 2.7345, 3.418, 0.2193, -0.0687, -0.9372
Si, 8.2035, 2.7345, 3.418, -0.2726, 0.2055, 0.5238
Si, 0, 5.469, 3.418, -0.2301, 0.0445, 0.1385
Si, 5.469, 5.469, 3.418, 0.2617, 0.1602, -0.1062
Si, 2.7345, 8.2035, 3.418, -0.047, 0.1424, 0.3687
Si, 8.2035, 8.2035, 3.418, -0.3497, -0.1421, -0.2694
Si, 1.4574, 1.3214, 4.7011, -0.0059, -0.0187, 0.0005
Si, 6.8149, 1.375, 4.8562, 0.0019, -0.0021, 0.0041
Si, 4.0758, 4.0944, 4.7139, -0.0042, 0.0039, 0.0039
Si, 9.4656, 4.2284, 4.8375, -0.0008, -0.0157, 0.0013
Si, 1.3115, 6.8632, 4.7936, -0.0009, 0.0011, 0.0085
Si, 6.8515, 6.8203, 4.8343, 0.0025, -0.0008, 0.002
Si, 4.125, 9.5341, 4.8645, -0.004, -0.0016, 0.0018
Si, 9.46, 9.6535, 4.7176, -0.0007, -0.006, 0.0079
Si, 2.7082, -0.0426, 6.2184, -0.006, 0.0171, 0.0005
Si, 8.1802, 0.028, 6.2729, -0.0131, -0.0056, -0.0162
Si, 0.0082, 2.7785, 5.9021, -0.0012, 0.0118, -0.013
Si, 5.3343, 2.722, 6.1525, 0.0115, 0.0071, -0.0045
Si, 2.7886, 5.5461, 6.1045, -0.0045, -0.0074, 0.001
Si, 8.1144, 5.5191, 6.4436, -0.0006, -0.0043, 0.0042
Si, -0.2159, 8.2013, 6.02, 0.0003, -0.0031, -0.0022
Si, 5.4834, 8.1404, 6.2606, 0, 0.0018, -0.0041
Si, 3.4819, 1.8446, 7.4223, -0.0348, 0.0063, 0.0135
Si, 10.2732, 0.8923, 7.0622, 0.019, 0.0058, 0.0052
Si, 1.9161, 3.5742, 6.8969, -0.0084, 0.0023, 0.0179
Si, 6.249, 4.3945, 7.5106, 0.0079, 0.0031, -0.0048
Si, 4.6088, 6.2453, 7.4623, 0.0002, 0.0096, 0.0048
Si, 8.9358, 7.5799, 7.5054, 0.001, 0.002, -0.0026
Si, 0.7925, 9.9367, 7.1787, -0.0018, 0.0069, -0.0075
Si, 7.0799, 9.2641, 7.5984, 0.0063, 0.0018, 0.0132
O, 0.7558, 9.5488, 8.8074, -0.0012, -0.0016, 0.0088
O, 2.6434, 4.1949, 9.4771, -0.0266, -0.0114, -0.0762
O, 10.6233, 1.4885, 8.6027, -0.0051, 0.0027, 0.0073
O, 6.4121, 9.6785, 9.0885, -0.0031, 0.0007, -0.0003
O, 3.4146, 1.7504, 9.0942, 0.0093, -0.0034, 0.0092
O, 4.0716, 6.4825, 9.0249, -0.0027, -0.0034, -0.0038
O, 6.3255, 3.6623, 9.0252, -0.0016, -0.0053, 0.0008
O, 9.6044, 7.7829, 9.0392, 0.0017, -0.0019, 0.0049
O, 3.1407, 2.8394, 23.0525, 0, 0.0011, -0.0001
O, 6.2398, 10.7304, 22.3935, 0.0001, 0.0001, 0.0002
O, 8.1132, 3.258, 23.0444, -0.0007, 0.002, 0.0006
O, 0.0225, 4.9676, 22.6462, 0.0011, 0.0004, -0.002
O, 8.1513, 8.1855, 22.7332, -0.0002, -0.0047, -0.0016
O, 2.7053, 7.6913, 22.6579, -0.0007, -0.0006, 0.0006
O, 5.8864, 4.8128, 23.1246, 0.0039, -0.0007, 0.0003
O, 10.7837, 11.1901, 22.5718, 0.0008, -0.0002, 0.0015
Si, 7.07, 0.166, 21.0163, -0.0002, 0.0002, 0.0026
Si, 7.0661, 2.3541, 14.7992, -0.0011, 0.0037, -0.0006
Si, 6.8501, 2.4234, 9.9739, -0.0022, 0.0045, -0.0112
Si, 3.1947, 3.6711, 21.6601, 0, 0.0013, 0.005
Si, -3.1465, 7.2135, 21.4746, 0.0007, -0.0011, 0.0044
Si, -0.5926, 9.1221, 9.6467, 0.0009, 0.005, -0.0145
Si, 10.0787, 11.3948, 21.1061, 0.0003, 0.0007, 0.0055
Si, 4.0782, 3.0276, 14.8487, 0.0017, 0.0025, -0.0004
Si, 4.8697, -6.27, 18.2448, 0.0024, -0.0007, 0.0029
Si, 7.4344, 4.2771, 12.4599, -0.0042, -0.0018, -0.0034
Si, -1.9685, 7.8431, 16.792, 0.0012, 0.0023, 0.0043
Si, 5.8361, 10.4553, 10.428, 0.0038, -0.0029, -0.0116
Si, 3.4984, -1.6894, 12.1592, -0.0021, -0.0004, -0.0059
Si, 7.3339, 10.4851, 13.2457, 0.0041, 0.0009, -0.0022
Si, 16.1306, -3.8149, 19.8105, -0.0009, -0.0008, 0.0046
Si, 14.1095, 0.2341, 14.3965, 0.0015, 0.0018, 0.0012
Si, 7.1903, 4.3319, 22.2526, -0.001, 0.0007, 0.0029
Si, 0.583, 4.8354, 21.1093, 0.0046, -0.0004, 0.0046
Si, 3.019, 2.8018, 10.2881, 0.0118, -0.024, 0.0221
Si, 11.3666, 1.0352, 14.9506, 0.001, 0.0013, -0.0004
Si, 9.5616, 1.0864, 9.7672, 0.0063, -0.0052, -0.0055
Si, 15.3729, 15.4998, 12.2458, -0.0111, 0.0035, -0.0195
Si, 5.1156, 8.948, 14.6102, 0.0042, 0.0008, 0.0072
Si, 11.6004, 8.0599, 12.2457, -0.0061, 0.0008, -0.0183
Si, 10.2956, 5.2786, 12.8412, 0.0053, 0.0015, 0.0011
Si, 9.8865, 9.4641, 14.3343, 0.0041, -0.0007, 0.0023
Si, 5.6932, 2.6971, 20.0566, 0.0019, 0.0011, 0.0026
Si, 8.8681, 9.1177, 19.6086, 0.0002, 0.0031, 0.0044
Si, 2.7645, 6.6962, 21.3656, 0.001, -0.0019, 0.0018
Si, 9.4342, 2.7371, 16.6519, 0.0049, 0.0011, 0.0062
Si, 11.3153, 2.3292, 12.0167, -0.0055, 0.001, -0.0035
Si, -0.1078, 2.8139, 19.2084, 0.0024, 0.0005, 0.0067
Si, 2.9377, 5.764, 9.9564, 0.019, 0.0468, 0.0035
Si, -0.3794, -5.5223, 16.0616, 0.0003, 0.0016, 0.0003
Si, 5.9424, -3.8903, 16.9567, 0.0009, -0.0013, 0.0056
Si, 2.1125, 3.91, 17.2378, 0.0031, -0.0021, 0.0058
O, 19.1211, 1.7944, 9.2854, -0.0031, 0.0008, 0.0064
O, 16.9371, 5.0595, 12.2903, 0.0052, -0.0018, 0.0022
O, 9.4125, 4.3544, 16.516, 0.0017, -0.0024, 0.0007
O, 4.2117, -0.7468, 15.1842, 0.0059, -0.0047, -0.002
O, 12.6429, 3.6416, 21.0217, -0.001, 0.0013, 0.001
O, 1.2929, 6.2853, 20.7555, 0.0007, 0.0005, 0.0032
O, 10.9845, 3.8876, 12.3435, -0.0016, -0.0032, 0.001
O, -0.453, 4.2605, 19.9705, -0.0001, -0.0024, -0.0005
O, -1.3645, -8.5517, 18.2337, 0.0016, 0.0011, -0.0023
O, 4.3635, 9.8035, 10.8542, 0.0004, -0.0002, 0.005
O, 3.4827, 5.2882, 21.8785, 0.0004, 0.0014, 0.002
O, 10.9063, 1.6007, 20.2964, 0.0027, 0.0033, -0.0017
O, -4.1662, 3.5795, 20.8817, -0.001, -0.0008, 0.0006
O, -2.8801, 5.6626, 21.8765, -0.0004, 0.0045, 0.0026
O, 13.762, 10.5135, 12.9423, 0.0026, 0.0006, 0.0021
O, 3.4982, 5.6888, 11.5034, 0.0041, -0.0036, -0.0052
O, 8.5085, 11.8079, 21.3969, 0.0024, 0.0001, 0.0027
O, 10.4506, 5.5367, 14.4315, 0.0008, 0.0006, 0.0022
O, 1.5395, 6.5448, 9.6778, -0.0334, -0.0162, 0.0581
O, 4.2426, 3.1912, 11.3198, 0.0122, -0.0004, 0.0093
O, 11.4702, 12.443, 13.3944, 0.0002, -0.0058, 0.0129
O, 8.9036, -0.8775, 13.1776, -0.0046, 0.0012, 0
O, 11.1711, 8.6587, 13.7016, -0.0021, 0.0007, 0.0035
O, 7.0492, 1.0588, 13.8007, 0.0022, 0.003, 0.0033
O, 5.6064, 2.7948, 15.3858, 0.0049, 0, -0.002
O, 7.3638, 3.0585, 11.3784, 0.0026, 0.0053, 0.0065
O, 4.2165, 2.8794, 20.7116, 0.0042, -0.0014, 0.0021
O, 14.8916, 4.2772, 13.7832, 0.0027, -0.0043, 0.0084
O, 5.8187, 12.084, 10.121, 0.0062, -0.0049, 0.003
O, -4.7103, 7.4641, 21.0232, 0.0007, -0.0004, 0.0009
O, 10.7145, 8.8708, 11.1768, 0.0113, -0.0108, 0.0158
O, 5.2001, -3.1727, 15.7038, 0.0032, 0.0052, -0.0025
O, 5.2728, 5.5134, 19.5781, -0.0004, 0.001, 0.0001
O, 12.8377, 0.4876, 15.3776, 0.0004, 0.001, -0.0019
O, -2.2061, 5.2773, 12.2992, 0, -0.0005, 0.0022
O, 3.665, 7.4801, 20.2529, 0.0047, 0.0005, 0.0008
O, 11.1551, 6.4775, 12.1128, 0.0012, 0.0093, 0.0026
O, 8.8082, -3.3259, 20.2577, 0.0019, 0.0007, 0.0026
O, 9.0381, 8.5303, 15.3283, 0.0014, -0.0007, 0.0041
O, -0.7115, 6.8054, 16.839, 0.0019, 0.0007, -0.001
O, 6.1304, 1.1392, 20.1103, 0.0001, 0.0024, 0.0022
O, 7.4511, -1.0856, 20.0238, 0.0033, -0.0015, 0.0014
O, 3.0008, 3.1693, 16.0621, 0, 0.0016, 0.0017
O, 5.4553, -5.4596, 16.9516, 0.0026, 0.0018, 0.0003
O, 8.0786, 2.0766, 16.045, -0.0011, 0.0004, -0.0017
O, 10.3734, -0.2078, 15.2086, 0.0028, 0.0052, 0.0016
O, 6.8058, 10.2875, 11.7218, 0.002, 0.0006, 0.009
O, 12.0682, 4.9842, 16.5, 0.0015, 0, -0.0003
O, 1.2261, 2.9514, 18.2361, 0.0038, 0.0036, -0.0044
O, 10.7791, 2.2578, 15.8323, -0.0003, 0.0019, -0.0001
O, 6.6113, 9.4684, 14.2827, -0.0066, -0.0011, 0.0007
O, 3.237, -6.2945, 18.1654, -0.0003, -0.0009, -0.0017
O, 7.5559, 7.0467, 16.8325, 0.0022, 0.0011, 0.0009
O, 5.5544, 3.2008, 18.4935, 0.0009, 0.0024, 0
O, 5.5289, 7.808, 18.361, 0.0024, 0.0005, -0.0014
O, -1.8765, -1.9973, 17.9981, 0.0038, -0.0009, -0.0034
O, 1.7425, 2.2513, 11.1267, 0.0092, -0.0118, -0.0096
O, 10.095, 10.0075, 20.2278, 0.0015, -0.0019, 0.0015
O, 2.2348, -2.6802, 11.8472, -0.0005, 0.0031, -0.0004
O, 4.4646, 8.4259, 13.1974, 0.003, 0.0017, 0.0032
O, 9.3125, -0.5339, 9.6728, 0.0044, -0.0005, 0.0035
O, 7.6293, 14.5588, 13.9335, 0.0004, -0.0045, 0.0013
O, 3.7688, 1.6839, 13.9943, 0.0027, -0.0006, 0.0047
O, 10.093, 1.622, 11.1972, 0.0032, 0.0029, 0.0021
H, 0.808, 6.276, 10.27, 0.0407, 0.0101, -0.0509

Results
free energy: -129428.840 eV
free energy less fixed offsets of H -15.97, O -568.88, Si -635.61 eV per atom: -1.950 eV

The program warned: the cutoff lies below the one the program advises for these potential files; the forces do not sum to zero within the program's tolerance; the exchange-correlation potential is rough where the density is thin.
